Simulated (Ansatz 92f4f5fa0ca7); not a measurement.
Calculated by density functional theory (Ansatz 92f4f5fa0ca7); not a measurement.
Periodic cell of 225 atoms, Si132O91B2, from a study of silicon, its oxide and their interface. The atomic structure is a simulated model.
Doubt: the cutoff is far below the 930 eV that the study's wrapper takes by default for these files, so forces and energies are approximate.
This geometry differs little from another in the collection (a relaxation step or a small displacement).

Settings
functional: PBE
potential files: Ansatz PAW
basis: plane waves
wave-function cutoff: 580 eV
density cutoff ratio: 5
exchange-correlation grid ratio: 1
k mesh: 1 x 1 x 1, Gamma-centred
self-consistency stop: 5e-08 eV per atom in the density residual
occupations: fixed
spin: none
net charge: 0

Cell vectors (angstrom)
a	10.938	0	0
b	0	10.938	0
c	0	0	31.9494

Atoms and the computed forces on them: element, x, y, z (angstrom), force x, y, z (eV/angstrom)
Si	10.6288	0.0069	24.4093	-0.0132	-0.0127	0.0133
Si	5.0788	0.1352	24.6497	0.0022	0.0078	-0.0068
Si	2.8192	2.3016	24.5214	0.0083	0.0044	0.0194
Si	8.5707	2.4406	24.5555	0.0024	-0.0056	-0.0055
Si	10.7098	5.5938	24.3239	0.0099	0.0157	-0.0067
Si	5.1577	5.6182	24.4419	-0.0029	-0.009	0.0119
Si	2.9887	7.958	24.3962	-0.0026	-0.0104	-0.0123
Si	8.4187	7.8365	24.4088	0.0083	0.0198	0.0163
Si	1.2936	1.137	25.8337	0.0045	0.0091	-0.0143
Si	6.8172	1.3332	25.7347	-0.0103	0.0018	0.0059
Si	3.986	4.0168	25.7276	0.0048	-0.0082	-0.0034
Si	9.6892	4.03	25.8401	-0.0046	0.0006	-0.002
Si	1.3406	6.798	25.6628	-0.0136	0.0012	0.0069
Si	6.8062	6.7257	25.7436	0.0005	0.0013	-0.0146
Si	4.0066	9.4735	25.9406	-0.0016	0.013	-0.0015
Si	9.4855	9.4474	25.796	-0.0075	-0.0039	-0.0037
Si	2.6433	-0.1264	27.2792	0.0085	-0.003	-0.0059
Si	8.139	-0.0623	27.1434	0.033	0.011	-0.0066
Si	0.0786	2.6641	27.2008	-0.0132	-0.0149	0.0043
Si	5.4558	2.7273	27.1094	-0.0212	-0.0121	0.003
Si	2.6677	5.4203	27.1067	0.0106	0.0151	0.0058
Si	8.1945	5.3741	27.1285	0.0027	0	0.0179
Si	0.0122	8.1556	27.1268	0.0102	0.0087	0.0051
Si	5.5143	8.1487	27.1701	-0.0034	-0.0057	0.0088
Si	4.0877	1.333	28.4972	0.0141	0.0087	-0.0108
Si	9.5445	1.3325	28.5007	-0.0161	-0.0182	-0.0048
Si	1.3868	4.0696	28.5606	0.0195	-0.0071	0.0165
Si	6.8128	4.0664	28.5239	0.0057	-0.0088	0.0092
Si	4.089	6.7846	28.4828	-0.0106	-0.0243	-0.0058
Si	9.5576	6.7872	28.4833	0.0087	-0.0121	-0.0089
Si	1.3019	9.4871	28.6166	-0.0235	-0.0307	0.0304
Si	6.8261	9.5366	28.5597	0.0008	-0.0057	0.0178
Si	-0.0297	-0.0022	29.9136	0.0143	-0.0061	-0.023
Si	5.4632	-0.0038	29.8945	-0.0034	-0.0097	0.0001
Si	2.7645	2.7148	29.9029	-0.0123	0.0101	-0.0056
Si	8.1988	2.72	29.8872	-0.0059	0.006	-0.0082
Si	-0.0018	5.4563	29.889	-0.0153	0.0007	0.0005
Si	5.4631	5.4573	29.8866	0.001	-0.0012	0
Si	2.7555	8.1588	29.9048	-0.0161	0.0326	-0.0151
Si	8.2254	8.179	29.8891	-0.0107	0.0101	0.002
Si	1.3673	1.3673	31.2657	0.0711	0.017	-0.0938
Si	6.8362	1.3673	31.2657	0.0382	-0.0446	-0.0317
Si	4.1018	4.1018	31.2657	0.0987	-0.0716	0.025
Si	9.5708	4.1018	31.2657	-0.0423	-0.0865	-0.0869
Si	1.3673	6.8362	31.2657	-0.005	-0.1912	0.0229
Si	6.8362	6.8362	31.2657	0.0486	-0.0304	-0.1563
Si	4.1018	9.5708	31.2657	0.0005	-0.0278	-0.0418
Si	9.5708	9.5708	31.2657	-0.1542	-0.1288	0.1007
Si	2.7345	0	0.6835	-0.0404	0.0615	0.0117
Si	8.2035	0	0.6835	-0.0365	0.0483	-0.1068
Si	0	2.7345	0.6835	0.098	0.1182	0.0897
Si	5.469	2.7345	0.6835	-0.1313	0.1133	0.1221
Si	2.7345	5.469	0.6835	-0.0779	-0.1364	-0.001
Si	8.2035	5.469	0.6835	-0.021	0.2143	0.0109
Si	0	8.2035	0.6835	0.0021	0.0918	0.1333
Si	5.469	8.2035	0.6835	0.148	0.1238	0.1134
Si	4.0772	1.3873	2.0681	-0.0191	0.0025	-0.0205
Si	9.5899	1.3561	2.0425	0.0021	-0.0114	0.0164
Si	1.3626	4.1235	2.0739	0.0297	-0.0172	-0.002
Si	6.82	4.1403	2.0362	0.044	-0.052	0.0278
Si	4.0918	6.8436	2.0369	-0.0328	0.016	0.0249
Si	9.5648	6.8547	2.0748	0.0005	0.0133	-0.0117
Si	1.3629	9.597	2.0546	-0.0102	0.007	0.0213
Si	6.8403	9.6093	2.0545	0.0435	-0.004	-0.0101
Si	0.0298	0.036	3.4673	0.015	0.008	-0.022
Si	5.473	0.0422	3.4191	-0.0064	0.017	-0.0197
Si	2.6965	2.741	3.4709	-0.0349	-0.0209	-0.0166
Si	8.2428	2.7864	3.3345	-0.0295	0.056	-0.0671
Si	0.0303	5.5265	3.4589	-0.0083	0.0115	0.002
Si	5.4717	5.5254	3.4236	0.0042	0.0378	-0.0296
Si	2.7416	8.2343	3.3937	0.0444	-0.0267	-0.0303
Si	8.2703	8.3218	3.4377	0.025	0.0453	-0.0177
Si	1.3248	1.3973	4.9211	0.0119	0.0565	0.0116
Si	6.8751	1.4802	4.6869	0.1041	-0.1086	0.0388
Si	4.0814	4.1456	4.7679	-0.0683	-0.0395	0.0672
Si	9.59	4.1022	4.7494	0.1099	-0.0891	0.0575
Si	1.3731	6.9697	4.8331	-0.0553	0.079	0.0601
Si	6.8277	7.0097	4.7164	0.0105	0.0344	0.0652
Si	4.1127	9.5755	4.7575	-0.125	0.0988	0.0351
Si	9.6831	9.6307	4.9149	-0.0216	-0.0309	0.013
Si	2.7352	-0.0651	6.1859	-0.0558	-0.1537	0.0689
Si	8.2972	0.2096	6.0959	0.056	0.1997	0.1347
Si	-0.1295	2.7329	6.3492	-0.1845	-0.0363	0.0664
Si	5.5438	2.8331	6.0907	0.01	0.0838	-0.0356
Si	2.7121	5.5443	6.1251	0.0535	0.0146	-0.0438
Si	8.294	5.6594	5.9174	-0.0459	-0.0093	-0.0477
Si	0.2142	8.3972	6.4513	0.0341	-0.0216	0.0422
Si	5.4902	8.3284	6.219	0.0003	-0.1282	-0.0401
Si	4.4158	1.1617	7.3035	-0.1103	-0.125	0.1931
B	9.2253	1.6585	7.2953	0.1641	-0.1232	-0.3865
Si	1.1118	4.4608	7.4924	-0.1345	-0.1316	-0.0562
Si	6.6757	4.6119	7.2093	0.0316	0.055	0.2118
Si	4.2918	6.6853	7.4927	0.0267	-0.0008	0.0806
Si	9.7804	6.6813	7.4685	0.0839	0.1153	0.0105
B	1.8113	9.4905	7.4886	0.0883	0.107	-0.284
Si	6.7214	10.0038	7.4019	0.0922	0.1744	0.0841
O	9.5846	1.2426	23.9696	0.0065	0.0103	-0.0014
O	4.1041	6.8054	23.9323	0.0041	0.0116	0.0003
O	4.0122	1.2508	24.0215	0.0004	-0.0062	-0.0052
O	9.5395	6.7091	23.8836	-0.0002	-0.0044	-0.0015
O	-0.0515	5.5463	7.9989	0.0426	-0.0011	0.0352
O	5.5652	0.1387	7.9561	-0.0349	0.0144	-0.175
O	5.5278	5.6391	7.8139	-0.0519	-0.0494	-0.1874
O	7.5888	4.2988	8.5447	-0.0397	-0.0066	-0.0308
O	8.7579	7.105	8.717	-0.0265	-0.0009	0.0296
O	2.3396	9.2797	8.7262	0.0766	-0.0902	0.183
O	8.6447	1.9096	8.497	-0.177	0.108	0.232
O	7.6328	9.519	8.698	-0.0071	-0.0393	0.0431
O	3.5477	1.8195	8.5387	0.0478	0.031	0.0101
O	3.6299	7.0893	8.9818	0.0218	-0.0224	-0.0081
O	1.9975	3.9922	8.8147	0.0902	-0.0227	0.0548
O	8.1395	3.4898	23.3479	-0.0042	0.0032	-0.0108
O	0.4544	4.941	22.9388	-0.0016	-0.0069	-0.011
O	1.8974	2.7472	23.2312	-0.0055	-0.0004	-0.0135
O	5.829	4.9059	23.1095	0.0032	-0.0019	-0.0135
O	5.528	10.0138	23.4757	0.0012	-0.0032	-0.0069
O	2.4437	8.6913	23.0089	-0.0014	0.0029	-0.0092
O	0.1917	10.0714	23.0749	0.008	-0.0028	-0.0166
O	7.7858	8.5844	23.0685	-0.0083	0.0006	-0.0186
Si	8.6604	7.6938	18.4236	0.0002	-0.0018	0.0241
Si	8.7888	6.3256	13.5628	-0.0001	0.0118	0.0322
Si	3.7946	1.5381	14.7156	0.0026	0.0014	0.0291
Si	2.1257	5.7509	17.6075	0.0015	-0.0006	0.0289
Si	2.4222	3.1475	19.4757	-0.0031	-0.0008	0.03
Si	9.8127	9.0314	12.0655	-0.0003	-0.0017	-0.0087
Si	1.3309	9.423	22.0652	-0.0014	0.0004	0.0302
Si	9.1698	0.9534	13.2029	-0.0037	-0.0135	0.0206
Si	1.4609	5.0607	12.9709	0.0049	0.0027	0.0357
Si	1.8062	8.2829	12.7578	-0.0032	-0.0061	0.0343
Si	6.6569	9.5634	22.409	0.0052	-0.0056	0.0318
Si	4.5216	4.6027	15.6861	-0.0016	0.0029	0.0322
Si	8.1615	3.1486	9.4982	0.0812	-0.0152	-0.1439
Si	0.8402	8.2525	19.2456	0.0003	0.002	0.0294
Si	6.9582	1.3539	21.0676	0.0016	-0.0025	0.0291
Si	8.254	8.3515	9.6453	-0.0149	-0.012	-0.0766
Si	10.9107	5.1847	15.5635	0.0089	-0.0041	0.0307
Si	7.5702	9.4767	16.2946	-0.0019	-0.0043	0.032
Si	9.9353	2.071	20.2713	-0.0024	-0.0024	0.0299
Si	3.28	8.438	9.843	-0.0906	0.0462	-0.0897
Si	6.7009	3.3571	17.3889	-0.0023	-0.0008	0.0274
Si	1.1674	0.2151	19.79	-0.0002	-0.0027	0.0279
Si	3.2441	2.7968	12.2568	0.0033	-0.013	0.0095
Si	7.2201	5.3951	19.6731	-0.0002	-0.0009	0.0295
Si	5.7736	8.6583	11.5149	0.0361	0.0042	-0.0047
Si	5.7801	6.0545	13.1601	0.0003	-0.0047	0.0245
Si	4.6388	9.7035	17.6006	0.0021	-0.0013	0.0292
Si	1.0252	3.6064	22.1588	-0.001	0.0034	0.0293
Si	4.9054	1.4863	18.7759	0.0048	-0.0012	0.0292
Si	3.1511	3.066	9.4842	-0.027	-0.0166	-0.068
Si	6.4467	10.8078	13.7741	-0.0016	-0.0084	0.0204
Si	10.3561	0.0889	15.9637	0.0008	-0.0022	0.028
Si	5.6363	3.652	11.0926	-0.0274	0.0188	0.0112
Si	9.8621	3.8575	11.8712	-0.0294	0.0153	-0.004
Si	2.353	9.9166	15.512	0.0025	-0.0002	0.0342
Si	6.0785	8.1259	19.7824	-0.0008	0.0016	0.0317
Si	6.9341	3.9717	22.3647	-0.0016	0.0019	0.029
Si	9.7657	2.765	17.3344	-0.0025	0.0015	0.0325
O	7.2019	6.3403	13.9202	0.0011	0.0007	-0.0152
O	1.8797	7.0647	18.6548	0.0022	-0.0049	-0.0137
O	10.3341	3.9806	16.4512	0.0064	-0.0001	-0.0199
O	6.1733	9.9481	17.0327	0.004	-0.0012	-0.017
O	10.1505	0.6815	14.4651	-0.0043	0.0035	-0.0258
O	8.454	6.1147	18.8522	0.0022	0.0004	-0.0134
O	5.1668	0.6748	14.4161	0.0037	-0.0015	-0.0158
O	5.7344	2.0558	17.5005	0.0014	0.0012	-0.0153
O	8.3495	1.9548	20.5211	0.0044	0.0005	-0.0128
O	1.9931	4.3049	18.39	-0.0013	0.0048	-0.0169
O	6.9478	2.819	10.5524	0.0276	-0.0164	0.0048
O	4.8787	2.6762	12.1595	0.0042	0.0039	-0.0124
O	6.0211	4.4034	16.3345	-0.0006	0.0004	-0.0156
O	4.5214	3.9088	9.8941	-0.0017	0.0001	-0.005
O	10.6913	2.7915	21.5282	-0.0028	-0.0032	-0.0154
O	9.7297	6.1017	14.8934	0.0007	-0.0016	-0.0186
O	6.0108	6.4897	19.8215	0.0002	-0.0018	-0.0127
O	4.0911	0.1739	18.2492	-0.0003	-0.004	-0.0153
O	9.2432	10.5484	12.2695	0.0007	0.008	-0.0028
O	2.8844	4.3529	12.6402	-0.0045	-0.0025	-0.0078
O	1.9112	10.706	21.197	-0.0007	0.003	-0.0174
O	3.9996	2.726	19.3537	0.0017	-0.0016	-0.0131
O	0.7407	10.0187	15.9397	0.0011	-0.0005	-0.0158
O	1.2757	9.8101	18.8205	-0.0007	-0.0031	-0.0144
O	1.7184	1.6682	19.2602	0.0013	0.001	-0.0122
O	8.9459	10.3576	16.4805	0.0034	0.0002	-0.0162
O	4.8729	8.5866	18.7759	-0.0028	0.0028	-0.0182
O	9.6018	8.7856	10.4653	0.008	0.0059	0.0163
O	6.7514	4.0896	18.8399	-0.0009	-0.0044	-0.0172
O	2.8476	1.7245	13.3869	-0.0045	-0.0011	-0.0132
O	5.8366	8.7744	21.248	-0.0016	-0.0048	-0.0212
O	2.529	2.411	10.8511	0.0022	-0.0013	-0.0099
O	7.6132	4.8526	21.1622	0.0008	0.0031	-0.0205
O	5.2153	7.4689	12.5179	-0.0035	-0.0019	-0.0118
O	0.4216	9.0794	12.5157	-0.0006	-0.0042	-0.0047
O	7.577	1.0496	13.5762	0.0026	0.0036	-0.0143
O	7.1066	9.617	14.7228	-0.0027	0.0027	-0.0175
O	8.9686	5.0236	12.5839	0.0249	-0.0347	-0.0313
O	8.0892	8.0126	16.8908	-0.0008	0.0026	-0.0179
O	6.2181	2.573	21.8824	0.0005	-0.0043	-0.0142
O	2.4796	9.0709	14.0657	-0.0038	-0.0018	-0.0219
O	0.4361	4.4691	11.8449	-0.0172	-0.0086	-0.0137
O	0.8142	8.3208	20.9176	-0.0006	-0.0025	-0.0201
O	9.4607	3.6696	10.3047	-0.0135	-0.0257	0.0542
O	9.6657	2.379	12.563	0.0028	0.0148	-0.0188
O	7.622	8.565	19.3686	0.0027	-0.0009	-0.0156
O	2.5022	8.2861	11.2667	0.0068	0.0101	-0.0148
O	3.9829	3.0554	15.3588	-0.0014	-0.0055	-0.0197
O	0.9138	4.5245	14.4084	-0.0077	0.0071	-0.0102
O	10.0596	3.0056	18.9249	0.0014	0.001	-0.0238
O	9.1472	7.7855	12.9073	0.0031	-0.0031	-0.0083
O	10.5156	0.5479	20.0619	0.0012	0	-0.0122
O	6.0035	5.0291	11.8883	0.0083	-0.006	-0.0084
O	8.164	2.7687	16.9849	0.0007	-0.0015	-0.0152
O	3.5171	5.4828	16.6942	0.0048	-0.0024	-0.0161
O	4.7048	9.0902	10.3307	-0.0082	0.0057	0.0041
O	1.5892	6.6856	13.0697	-0.0007	0.0088	-0.0197
O	4.7597	5.4855	14.316	0.0022	0.002	-0.0166
O	2.0591	3.8556	20.9091	0.0046	-0.0024	-0.0223
O	10.5421	1.3769	16.9512	-0.0009	-0.0046	-0.0151
O	0.9179	6.0682	16.5485	-0.011	-0.0094	-0.0267
O	7.3504	10.9532	21.9063	-0.0013	0.004	-0.0144
O	5.9337	0.9141	19.8966	-0.0068	-0.0002	-0.0194
O	6.0613	10.021	12.3841	-0.0061	0.0006	-0.0091
O	2.8404	0.5442	15.5777	0.0015	0.0015	-0.0174
O	7.0943	8.0227	10.7641	-0.0136	0.0128	0.025
O	10.2438	8.0225	18.6702	-0.0023	-0.001	-0.0136
O	3.4566	9.1951	16.5461	-0.0051	-0.001	-0.0169

Results
free energy: -135977.940 eV
free energy less fixed offsets of B -154.04, O -568.88, Si -635.61 eV per atom: -1.260 eV

The program warned: the cutoff lies below the one the program advises for these potential files; the forces do not sum to zero within the program's tolerance; the exchange-correlation potential is rough where the density is thin.
